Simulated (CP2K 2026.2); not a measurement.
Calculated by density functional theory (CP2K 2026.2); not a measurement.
Periodic cell of 496 atoms, Si360O136, from a study of silicon, its oxide and their interface. The atomic structure is a simulated model.
Doubt: the forces sum to 1.28 eV/angstrom along one axis rather than to zero, so they err by at least 0.0026 eV/angstrom per atom on average; the grid cutoff is modest.

Settings: functional PBE; method Gaussian and plane waves; basis set DZVP-MOLOPT-SR-GTH; pseudopotentials GTH-PBE; grid cutoff 350 Ry, relative cutoff 50 Ry; k points Gamma only; occupations fixed; spin none; net charge 0.

Cell vectors (angstrom)
a	16.32	0	0
b	0	16.32	0
c	3.377	0.8013	33.2656

Atoms and the computed forces on them: element, x, y, z (angstrom), force x, y, z (eV/angstrom)
Si	4.114	8.433	32.917	0.064	-0.544	0.256
Si	13.97	15.212	1.464	-0.105	0.215	0.496
Si	18.422	10.636	29.502	-0.053	-0.014	0.132
Si	13.975	6.812	30.931	-0.023	0.058	-0.114
Si	11.206	9.525	32.986	0.122	0.025	0.108
Si	15.459	9.875	1.223	0.254	0.398	0.514
Si	4.142	15.624	1.427	0.534	0.168	0.359
Si	2.291	1.78	1.096	-0.436	0.363	0.21
Si	6.953	15.884	31.965	-0.079	0.038	-0.02
Si	5.979	6.232	0.037	-0.053	0.064	0.086
Si	8.055	2.207	0.556	-0.19	-0.08	0.509
Si	0.757	5.49	0.517	-0.075	0.534	0.277
Si	7.808	13.32	31.278	0.091	0.065	-0.097
Si	9.906	4.496	0.125	0.071	-0.09	0.009
Si	8.655	5.558	30.842	0.078	0.006	-0.094
Si	12.147	7.632	28.635	0.054	-0.083	-0.054
Si	3.444	8.005	0.59	-0.253	-0.158	0.45
Si	10.405	14.986	30.973	-0.013	0.064	0.018
Si	15.88	16.303	2.408	-0.063	-0.092	0.036
Si	3.038	3.049	2.897	-0.311	-0.371	0.276
Si	0.706	5.941	2.82	-0.044	-0.027	-0.027
Si	2.448	7.648	2.761	-0.015	0.055	0.019
Si	0.336	11.132	2.811	-0.44	-0.408	0.195
Si	2.513	13.399	2.837	-0.058	0.1	0.643
Si	5.704	0.231	2.976	0.022	-0.065	-0.093
Si	7.451	1.934	2.78	-0.002	-0.062	0.04
Si	5.328	5.124	2.815	0.002	0.112	0.664
Si	8.812	8.942	2.776	0.077	0.059	0.737
Si	6.05	11.635	2.801	0.206	-0.001	0.705
Si	7.907	13.263	2.951	0.02	-0.041	-0.074
Si	10.675	15.94	2.775	0.019	-0.035	-0.028
Si	13.291	2.518	2.509	-0.326	-0.336	0.504
Si	11.194	5.919	2.666	-0.071	-0.211	0.743
Si	13.435	8.101	2.843	0.113	-0.001	0.594
Si	10.549	10.612	3.13	-0.086	0.024	-0.1
Si	13.262	13.411	2.801	0.044	-0.061	-0.04
Si	14.849	1.426	3.948	-0.034	0.004	-0.027
Si	1.474	4.191	4.174	-0.004	-0.033	0.043
Si	15.09	6.825	3.96	-0.003	0.007	-0.007
Si	1.485	9.467	4.035	-0.025	0.012	-0.03
Si	14.949	12.261	4.039	0.03	-0.019	-0.01
Si	1.166	15.054	3.862	0.054	0.055	-0.038
Si	4.123	1.428	4.234	0.003	0.017	0.012
Si	6.809	3.868	4.076	0.029	0.014	-0.07
Si	4.154	6.743	4.098	0.075	-0.041	-0.08
Si	6.915	9.725	3.994	-0.037	0.015	-0.174
Si	4.147	12.277	4.12	0.015	-0.002	-0.047
Si	6.819	14.917	4.227	-0.031	-0.016	0.044
Si	9.368	1.17	3.991	-0.031	0.044	-0.035
Si	12.171	4.098	3.879	0.026	0.059	-0.036
Si	9.577	6.993	3.99	-0.051	0.057	-0.108
Si	12.219	9.49	4.288	0.006	-0.028	0.004
Si	9.429	12.208	4.414	0.019	-0.03	0.01
Si	12.145	14.875	4.249	0.003	0.024	0.046
Si	13.574	16.352	5.402	0.026	-0.023	0.007
Si	16.299	2.747	5.325	-0.013	0.018	0.003
Si	13.66	5.387	5.28	-0.024	0.005	-0.032
Si	16.348	8.2	5.42	0.006	0.016	-0.053
Si	13.648	10.897	5.475	0.037	0.005	0.008
Si	16.264	13.688	5.373	-0.035	-0.009	0.025
Si	2.606	16.333	5.332	-0.01	-0.034	0.008
Si	5.469	2.719	5.622	-0.01	-0.003	0.003
Si	2.834	5.464	5.58	-0.024	-0.024	0.015
Si	5.527	8.23	5.296	0.022	0.065	0.032
Si	2.84	10.811	5.416	-0.018	0.001	0.019
Si	5.376	13.642	5.557	0.04	0.041	0.022
Si	8.184	16.245	5.57	-0.02	-0.017	0.034
Si	10.776	2.707	5.243	0.008	-0.007	-0.008
Si	8.201	5.44	5.249	0.049	-0.014	0.006
Si	10.867	8.128	5.595	-0.005	0.028	0.027
Si	8.078	10.864	5.69	-0.023	0.05	0.018
Si	10.851	13.57	5.649	-0.007	0.02	0.019
Si	14.931	14.998	6.792	-0.011	0.02	0.009
Si	1.318	1.39	6.732	0.006	-0.019	0.016
Si	14.961	4.078	6.731	-0.007	-0.002	0.023
Si	1.381	6.834	6.809	0.024	0	-0.032
Si	14.99	9.52	6.811	0.021	0.03	0.014
Si	1.374	12.246	6.679	0.008	0.037	-0.054
Si	3.974	15.019	6.798	-0.001	0.048	-0.005
Si	6.826	1.32	6.892	0.003	0.022	0.006
Si	4.122	4.088	6.936	-0.017	0.004	0.022
Si	6.836	6.798	6.67	-0.009	-0.011	0.006
Si	4.161	9.483	6.796	0.032	-0.01	0.014
Si	6.717	12.273	6.941	-0.007	-0.021	-0.004
Si	9.51	14.94	6.96	0.016	-0.008	0.05
Si	12.172	1.401	6.702	-0.017	-0.029	-0.014
Si	9.516	4.088	6.691	-0.009	-0.009	-0.01
Si	12.308	6.717	6.765	0.004	-0.011	-0.036
Si	9.504	9.488	6.936	0.029	-0.013	-0.01
Si	12.273	12.203	6.88	0.013	0.013	0.005
Si	16.306	16.348	8.135	0.003	0.014	0.002
Si	2.69	2.704	8.164	-0.021	-0.026	0.001
Si	16.32	5.439	8.116	-0.002	-0.011	0.014
Si	2.753	8.171	8.162	0.007	0.014	0.014
Si	16.354	10.912	8.121	0.001	-0.017	0.001
Si	2.675	13.594	8.134	-0.006	-0.017	-0.021
Si	5.39	16.317	8.188	-0.019	-0.011	0.007
Si	8.192	2.748	8.148	-0.005	0.003	-0.002
Si	5.502	5.497	8.164	0.019	0.007	0.004
Si	8.136	8.09	8.187	-0.012	-0.002	-0.016
Si	5.405	10.858	8.238	0.001	0.005	0.008
Si	8.125	13.593	8.27	0.014	-0.002	0.026
Si	10.9	16.364	8.181	-0.014	0.009	0.012
Si	13.573	2.725	8.088	-0.005	-0.003	-0.009
Si	10.904	5.385	8.111	0.016	0	-0.009
Si	13.621	8.128	8.135	-0.016	0.006	0
Si	10.897	10.857	8.229	-0.015	0.022	0.027
Si	13.611	13.62	8.184	0.002	-0.004	0.004
Si	14.941	1.369	14.961	-0.017	0.031	-0.005
Si	17.683	4.08	14.948	0.02	-0.026	-0.005
Si	14.973	6.793	14.956	0.013	-0.022	0.018
Si	17.67	9.527	14.967	-0.012	0.018	-0.005
Si	14.961	12.225	14.974	0.008	-0.014	-0.006
Si	17.671	14.966	14.969	0.002	-0.002	0.005
Si	4.075	1.352	14.959	0.012	-0.024	-0.017
Si	6.794	4.082	14.959	0.005	0.004	0.003
Si	4.081	6.816	14.958	-0.017	0.02	-0.007
Si	6.811	9.512	14.972	0.014	-0.012	-0.004
Si	4.079	12.23	14.961	0.013	-0.007	0
Si	6.78	14.971	14.961	-0.025	0.036	-0.004
Si	9.528	1.361	14.956	0.002	-0.027	0.007
Si	12.235	4.087	14.969	-0.011	0.023	0
Si	9.54	6.799	14.96	0.015	-0.013	-0.008
Si	12.248	9.522	14.947	-0.014	0.015	0.001
Si	9.513	12.242	14.95	-0.002	0.019	-0.008
Si	12.237	14.946	14.961	0.004	-0.024	-0.007
Si	13.586	16.318	16.317	-0.001	-0.01	-0.011
Si	16.303	2.733	16.308	0.007	-0.01	-0.006
Si	13.608	5.439	16.321	-0.016	-0.017	0.001
Si	16.317	8.162	16.326	0.012	0.031	0.003
Si	13.59	10.869	16.333	0.007	0.015	0.001
Si	16.329	13.589	16.324	-0.013	-0.005	-0.008
Si	2.715	16.317	16.33	0.013	0.023	-0.003
Si	5.44	2.711	16.314	-0.016	-0.014	-0.006
Si	2.722	5.449	16.304	0.009	-0.007	-0.011
Si	5.441	8.166	16.334	-0.006	-0.003	-0.002
Si	2.724	10.876	16.326	-0.008	-0.009	-0.007
Si	5.421	13.598	16.318	0.003	-0.002	0.002
Si	8.159	16.331	16.309	0	-0.005	-0.01
Si	10.869	2.73	16.324	0.002	0.003	-0.004
Si	8.161	5.451	16.301	0.004	0.01	-0.006
Si	10.908	8.157	16.315	-0.005	-0.004	-0.003
Si	8.174	10.875	16.325	-0.029	0.001	0.002
Si	10.868	13.594	16.323	0.005	0.006	-0.001
Si	14.952	14.945	17.658	0.022	0.014	-0.008
Si	17.649	1.363	17.656	-0.017	-0.017	-0.003
Si	14.952	4.08	17.693	0.001	0	-0.001
Si	17.687	6.802	17.675	0.017	-0.014	0.009
Si	14.941	9.5	17.697	-0.015	-0.026	0.017
Si	17.713	12.252	17.693	0.044	0.028	-0.004
Si	4.056	14.937	17.697	-0.042	-0.02	0.021
Si	6.835	1.39	17.682	0.015	0.035	0.008
Si	4.083	4.085	17.652	0.02	0.009	0.001
Si	6.81	6.796	17.676	-0.001	-0.03	-0.012
Si	4.073	9.519	17.699	-0.005	0.003	-0.004
Si	6.79	12.237	17.665	-0.004	-0.001	0
Si	9.497	14.961	17.671	-0.003	0.006	-0.012
Si	12.222	1.359	17.676	-0.011	0.006	0.006
Si	9.505	4.106	17.673	-0.024	-0.009	-0.003
Si	12.286	6.824	17.689	0.015	0.012	-0.005
Si	9.545	9.504	17.673	0.036	-0.01	-0.002
Si	12.214	12.224	17.689	-0.012	-0.009	-0.005
Si	14.99	1.229	20.406	-0.032	0.028	0.058
Si	2.642	2.79	18.969	-0.032	0.016	0.047
Si	16.262	5.516	19.034	-0.03	0.02	-0.02
Si	2.774	8.092	19.057	-0.022	0.013	-0.024
Si	16.337	10.872	18.982	-0.016	-0.014	-0.011
Si	2.705	13.604	19.143	0.013	0.009	-0.005
Si	5.482	16.296	18.965	0.007	-0.005	0.051
Si	8.135	2.809	19.091	-0.014	0.006	-0.047
Si	5.5	5.379	19.028	0.001	-0.035	-0.034
Si	8.149	8.181	19.021	0.014	-0.002	0.027
Si	5.395	10.934	19.043	-0.005	0.006	-0.022
Si	8.184	13.548	19.021	0.024	-0.014	-0.001
Si	10.778	16.394	19.028	-0.037	-0.018	-0.023
Si	13.637	2.653	19.041	-0.001	0.025	0.014
Si	10.9	5.46	18.984	0.015	0.025	-0.037
Si	13.628	8.142	19.138	0.012	-0.021	-0.006
Si	10.926	10.801	19.07	-0.009	0.019	-0.014
Si	13.545	13.639	19.008	-0.006	0.012	0.021
Si	16.34	16.265	19.022	0.041	-0.016	-0.046
Si	17.579	4.162	20.358	0.03	-0.038	0.02
Si	14.998	6.824	20.566	0.024	0.014	-0.012
Si	17.684	9.476	20.318	-0.022	0.002	0.026
Si	14.962	12.263	20.281	0.047	0.02	0.036
Si	17.634	14.966	20.515	-0.031	0.02	-0.023
Si	4.057	1.384	20.16	0.035	-0.001	0.029
Si	6.809	4.129	20.56	-0.015	-0.003	0.003
Si	4.174	6.682	20.397	-0.045	0.014	0.011
Si	6.74	9.548	20.343	-0.009	-0.015	0.012
Si	4.095	12.266	20.518	0.013	0.001	0.013
Si	6.836	14.92	20.355	0.012	0.03	0.095
Si	9.481	1.48	20.449	-0.003	-0.048	0.023
Si	12.271	4.083	20.293	-0.034	-0.024	0.033
Si	9.545	6.82	20.339	0.021	-0.06	0.031
Si	12.286	9.488	20.525	-0.031	0.034	-0.014
Si	9.513	12.124	20.372	-0.019	0.01	-0.039
Si	12.145	15.044	20.329	0.015	-0.022	0.05
Si	13.514	16.273	21.791	0.03	0.035	0.008
Si	16.299	2.708	21.709	0.016	-0.015	-0.035
Si	13.587	5.354	21.778	-0.016	0.02	0.068
Si	16.436	8.219	21.903	-0.015	-0.011	0.094
Si	13.787	10.862	21.746	0.065	-0.058	0.052
Si	16.149	13.596	21.812	0.016	0.056	0.066
Si	2.799	16.429	21.637	0.04	0.015	-0.065
Si	5.254	2.693	21.674	-0.01	0.039	-0.022
Si	2.678	5.439	21.753	0.003	-0.001	-0.003
Si	5.528	8.098	21.729	0.04	-0.009	0.024
Si	2.672	10.809	21.721	0.027	0.04	0.06
Si	5.508	13.659	21.859	0.007	-0.038	0.013
Si	7.991	16.475	21.711	-0.392	0.22	-0.421
Si	10.951	2.816	21.767	-0.079	-0.014	0.019
Si	8.273	5.554	21.867	0.001	-0.035	0.065
Si	10.858	8.107	21.826	0.018	-0.018	0.079
Si	9.143	9.185	23.073	-0.17	-0.283	-0.394
Si	10.939	13.496	21.603	0.003	-0.036	0.033
Si	14.237	14.375	23.07	-0.026	-0.073	-0.1
Si	18.14	1.847	22.9	0.018	0.099	0.05
Si	14.462	3.499	22.976	-0.125	-0.091	-0.6
Si	15.093	4.559	25.873	0.039	-0.035	-0.108
Si	15.572	10.072	23.135	0.111	0.072	-0.593
Si	17.206	11.816	22.911	0.027	-0.031	-0.017
Si	4.492	15.478	22.987	0.025	0.021	0.049
Si	6.139	0.931	22.933	-0.04	-0.09	-0.043
Si	3.51	3.614	22.97	-0.057	-0.043	0.013
Si	7.373	7.383	23.113	0.012	0.031	-0.041
Si	3.694	8.995	22.874	-0.325	-0.117	-0.581
Si	7.093	12.443	23.178	-0.213	-0.152	-0.702
Si	9.586	14.397	23.228	0.288	-0.284	-0.486
Si	12.703	1.86	23.014	-0.003	-0.021	0.037
Si	10.117	4.595	23.063	0.023	0.185	-0.606
Si	11.822	6.295	23.015	-0.185	-0.093	-0.639
Si	8.094	10.826	21.761	0.001	0.02	0.007
Si	12.587	12.463	22.901	0.279	0.307	-0.332
Si	10.443	14.041	28.16	-0.034	-0.042	0.048
Si	8.698	3.854	25.616	0.06	0.018	-0.054
Si	13.264	2.192	30.039	0.094	0.033	0.118
Si	18.285	7.273	23.066	0.06	0.185	-0.638
Si	7.52	16.25	27.102	-0.02	-0.018	0.038
Si	18.339	14.822	31.917	0.114	-0.775	0.111
Si	16.891	12.644	27.737	0.067	-0.013	0.072
Si	18.121	12.18	24.99	-0.221	-0.025	-0.586
Si	17.312	15.38	29.084	-0.029	-0.042	0.002
Si	9.18	7.43	28.773	0.026	0.034	-0.013
Si	18.284	4.087	33.214	0.296	-0.715	0.018
Si	6.273	11.367	26.101	0.106	0.078	-0.105
Si	4.084	17.063	31.878	-0.369	0.332	0.359
Si	6.943	8.665	27.247	-0.022	0.007	-0.034
Si	4.101	8.857	28.302	0.019	-0.017	0.05
Si	13.868	9.867	31.393	-0.023	0.099	0.043
Si	12.569	7.697	25.693	-0.116	0.055	-0.042
Si	12.357	1.391	25.321	0.185	0.378	-0.612
Si	12.788	3.755	27.508	-0.027	-0.168	-0.088
Si	3.547	3.197	27.554	-0.007	-0.018	-0.167
Si	15.05	12.18	32.776	0.16	0.256	0.759
Si	15.258	9.054	26.143	-0.009	0.171	-0.084
Si	14.619	15.608	25.004	-0.158	-0.334	-0.555
Si	17.092	6.746	25.906	0.054	-0.009	-0.037
Si	14.261	13.762	27.283	0.019	0.048	-0.127
Si	6.615	1.784	25.021	-0.095	-0.305	-0.533
Si	10.419	1.745	31.324	0.025	-0.108	0
Si	6.079	4.44	32.226	0.006	0.114	0.067
Si	16.814	5.405	30.782	0.139	-0.005	0.078
Si	11.481	12.231	1.711	-0.002	-0.103	-0.064
Si	13.708	10.389	28.455	-0.163	0.416	-0.198
Si	17.357	16.853	24.646	0.207	0.422	-0.453
Si	4.552	4.196	24.966	-0.342	-0.108	-0.677
Si	5.052	2.829	30.058	-0.018	-0.124	0.037
Si	6.71	6.335	25.098	0.161	0.316	-0.506
Si	9.839	4.71	28.181	-0.08	-0.003	0.077
Si	10.272	15.668	25.786	-0.028	-0.017	0.016
Si	17.22	4.485	27.86	0.048	0.122	-0.184
Si	5.278	10.466	0.055	0.061	0.026	0.063
Si	12.206	11.86	27.453	0.27	-0.418	0.225
Si	3.158	14.836	24.827	0.518	0.18	-0.42
Si	19.041	16.754	27.048	-0.024	-0.107	-0.142
Si	7.837	1.352	29.749	-0.103	-0.053	-0.003
Si	12.255	0.662	1.368	0.012	0.019	-0.007
Si	18.031	12.503	31.979	0.171	0.688	0.008
Si	3.696	9.979	25.711	0	0.02	-0.049
Si	13.243	14.438	31.876	0.096	0.084	0.078
Si	7.504	13.458	28.14	0.061	0.066	0.041
Si	18.688	7.951	30.348	-0.146	-0.064	-0.05
Si	0.053	1.323	0.421	-0.146	0.087	-0.082
Si	11.154	10.46	25.021	-0.071	0.05	-0.085
Si	9.796	14.001	1.623	0.037	-0.17	0.548
Si	14.257	2.512	32.937	0.476	-0.354	0.22
Si	14.313	15.757	29.394	0.155	-0.081	0.096
Si	14.934	1.378	9.485	-0.005	-0.026	-0.005
Si	1.339	4.081	9.505	0.007	0.008	0.008
Si	14.977	6.788	9.503	0.013	-0.006	0.009
Si	1.383	9.548	9.5	0.026	0.004	0.008
Si	14.984	12.246	9.512	0.005	0.018	-0.011
Si	1.332	14.965	9.501	0	0.015	-0.009
Si	4.051	1.364	9.54	-0.005	0.004	0.017
Si	6.832	4.103	9.516	0.002	0.012	0.005
Si	4.104	6.813	9.529	-0.015	-0.006	0.006
Si	6.794	9.486	9.55	-0.001	0.01	-0.008
Si	4.03	12.246	9.536	-0.002	-0.018	0
Si	6.751	14.969	9.569	-0.015	-0.019	0.009
Si	9.532	1.39	9.531	0.013	0.019	0
Si	12.245	4.058	9.505	-0.004	0.001	0.007
Si	9.542	6.748	9.503	0.005	-0.003	0.005
Si	12.266	9.477	9.53	-0.016	-0.002	0.005
Si	9.525	12.226	9.571	0.007	0.009	0.004
Si	12.249	14.983	9.535	0.002	0.013	-0.003
Si	13.612	16.333	10.886	-0.003	0.002	0.002
Si	16.297	2.725	10.866	-0.012	0.007	-0.016
Si	13.605	5.434	10.859	-0.006	0.01	0.001
Si	16.337	8.165	10.85	-0.007	0.001	-0.005
Si	13.62	10.87	10.866	0.003	-0.009	-0.003
Si	16.315	13.61	10.887	0.006	0.006	0.008
Si	2.698	16.308	10.881	0.018	-0.021	0.001
Si	5.439	2.741	10.862	-0.011	0.016	0.005
Si	2.723	5.436	10.859	0.014	-0.002	-0.002
Si	5.434	8.158	10.92	-0.009	0.008	0
Si	2.702	10.889	10.908	-0.015	0.027	0.011
Si	5.406	13.588	10.904	0	0.005	0.001
Si	8.149	16.343	10.878	-0.014	0.022	-0.009
Si	10.893	2.723	10.896	0.001	-0.027	0.012
Si	8.185	5.429	10.899	0.01	-0.027	-0.005
Si	10.885	8.131	10.873	0.008	0.001	0.004
Si	8.16	10.854	10.902	0.03	-0.012	0.001
Si	10.885	13.614	10.894	-0.014	0.007	-0.003
Si	14.96	14.966	12.251	-0.009	-0.001	-0.003
Si	1.341	1.361	12.23	-0.011	-0.01	-0.001
Si	14.953	4.083	12.237	-0.007	-0.008	0.002
Si	1.369	6.805	12.222	0.017	0.009	-0.009
Si	14.974	9.511	12.228	0.016	0.011	0
Si	1.345	12.251	12.256	0.001	-0.01	0.005
Si	4.056	14.957	12.253	0.001	-0.005	0.005
Si	6.791	1.378	12.236	0.008	0	0
Si	4.077	4.085	12.234	-0.002	0	0.004
Si	6.813	6.792	12.252	0.01	0.011	-0.002
Si	4.073	9.53	12.259	0.005	-0.003	-0.002
Si	6.792	12.231	12.245	-0.017	-0.011	-0.005
Si	9.508	14.971	12.24	0.009	-0.002	0.005
Si	12.245	1.358	12.249	0	0.009	0
Si	9.533	4.074	12.258	0.01	0.013	0.009
Si	12.253	6.788	12.234	-0.018	-0.018	0.006
Si	9.532	9.5	12.244	-0.02	0.006	-0.005
Si	12.254	12.236	12.23	0.002	0.012	-0.003
Si	16.313	16.329	13.61	-0.001	-0.01	0.004
Si	2.717	2.714	13.59	0.006	0.007	-0.008
Si	16.328	5.443	13.584	-0.003	0.008	-0.007
Si	2.711	8.166	13.604	0.006	0.01	0
Si	16.312	10.876	13.602	0	0.009	0.001
Si	2.709	13.599	13.619	-0.002	-0.005	0.005
Si	5.429	16.326	13.588	-0.008	-0.009	-0.007
Si	8.158	2.72	13.605	0.001	0.003	0.002
Si	5.435	5.442	13.601	0.002	-0.006	-0.001
Si	8.171	8.154	13.611	0.009	0.001	0.005
Si	5.447	10.874	13.615	-0.007	-0.001	0.003
Si	8.146	13.608	13.6	-0.003	-0.008	-0.003
Si	10.881	16.314	13.601	0.008	0.023	-0.003
Si	13.592	2.73	13.603	-0.012	-0.014	0.003
Si	10.892	5.44	13.601	-0.006	-0.011	0
Si	13.612	8.154	13.592	-0.009	0.005	-0.006
Si	10.885	10.881	13.591	0.003	-0.009	-0.006
Si	13.606	13.59	13.606	0.004	0.008	0.004
O	4.696	11.097	26.298	-0.102	0.311	0.456
O	19.218	5.4	33.228	-0.054	0.326	-0.11
O	4.293	9.377	0.724	0.019	0.047	0.209
O	1.459	12.251	2.24	-0.031	-0.019	-0.35
O	3.481	14.154	1.742	0.408	-0.324	-0.432
O	18.124	6.888	24.667	0.489	-0.16	0.447
O	10.307	2.559	32.728	-0.703	0.282	0.243
O	6.679	14.292	31.922	-0.589	-0.295	0.229
O	11.842	11.6	24.103	0.004	0.204	0.01
O	8.488	3.773	0.425	-0.553	0.275	0.162
O	12.369	6.998	2.207	0.17	0.127	-0.444
O	10.507	8.077	32.887	0.069	-0.18	-0.076
O	8.546	8.804	1.166	0.036	-0.211	-0.168
O	3.551	8.779	26.779	-0.091	-0.326	-0.289
O	17.683	5.891	27.156	0.515	0.294	0.222
O	8.995	15.854	22.853	0.211	0.304	0.379
O	9.452	5.835	32.217	0.54	-0.35	0.189
O	3.074	13.216	24.935	0.309	-0.353	0.052
O	10.671	7.802	29.283	0.082	0.203	0.438
O	9.97	4.181	24.664	0.541	-0.228	0.458
O	15.794	5.923	25.366	-0.277	0.178	-0.335
O	6.694	12.393	27.258	-0.375	-0.055	0.347
O	14.081	9.152	1.747	-0.178	0.021	-0.378
O	4.628	3.552	28.687	0.116	0.645	-0.158
O	9.042	13.412	27.663	0.001	-0.289	-0.568
O	8.337	13.422	23.587	0.097	-0.161	0.052
O	7.041	9.952	26.276	0.389	-0.057	-0.409
O	11.106	11.097	26.513	-0.382	-0.119	0.143
O	6.907	14.939	27.831	-0.582	0.214	-0.123
O	10.487	14.654	24.544	0.407	-0.308	0.032
O	17.507	11.306	28.366	-0.258	-0.267	-0.349
O	10.407	5.428	1.333	-0.12	0.167	-0.231
O	5.62	3.027	25.284	0.111	-0.146	0.403
O	15.088	14.661	26.234	0.273	-0.141	0.33
O	9.23	14.057	31.559	0.176	-0.154	0.194
O	6.413	0.674	26.191	-0.603	-0.197	0.079
O	11.927	7.194	27.088	-0.277	-0.362	0.159
O	3.628	4.192	26.289	-0.547	0.462	0.205
O	12.298	6.583	24.565	-0.007	-0.283	0.354
O	8.35	6.958	30.078	-0.594	0.293	0.098
O	5.515	5.585	33.223	0.206	0.008	0.207
O	15.335	5.964	31.069	-0.14	-0.202	0.339
O	17.854	6.648	30.738	0.008	-0.012	0.265
O	3.773	1.638	27.192	0.608	-0.085	0.115
O	8.702	15.811	26.101	-0.252	0.026	-0.429
O	17.575	13.941	28.402	0.626	-0.033	0.198
O	17.971	15.345	24.397	-0.431	-0.291	-0.141
O	5.659	8.928	32.714	0.138	0.318	-0.465
O	16.406	12.517	31.954	-0.022	-0.104	-0.168
O	12.791	9.08	28.608	-0.343	0.178	-0.097
O	13.031	6.227	32.101	-0.493	-0.041	0.015
O	9.479	4.635	29.774	0.28	-0.526	0.419
O	12.04	9.113	25.116	0.355	-0.095	-0.158
O	7.876	11.924	32.07	-0.481	-0.451	-0.321
O	13.119	12.886	26.547	0.072	0.022	-0.635
O	5.239	5.665	24.843	-0.217	0.523	-0.014
O	15.821	15.951	28.842	0.092	0.343	-0.247
O	2.866	0.312	1.529	-0.318	-0.193	0.451
O	16.639	8.234	26.373	0.298	0.204	0.267
O	10.494	16.468	31.595	0.239	0.032	0.576
O	3.584	10.26	28.955	0.537	0.453	-0.081
O	9.382	1.306	0.202	-0.18	-0.732	-0.002
O	4.303	9.37	24.354	0.545	-0.29	0.111
O	6.684	7.333	26.373	-0.249	0.021	0.171
O	3.442	15.508	26.288	0.334	-0.147	0.349
O	10.848	0.821	25.501	-0.445	0.318	-0.189
O	6.581	2.346	29.906	0.322	0.104	-0.225
O	13.731	4.812	26.714	-0.106	0.452	-0.11
O	13.503	3.318	28.903	0.221	0.362	0.255
O	17.413	15.25	30.671	-0.584	0.419	0.014
O	9.349	6.192	27.735	0.093	0.11	-0.81
O	18.606	10.688	25.425	-0.304	-0.361	0.078
O	11.801	14.245	31.218	-0.056	-0.342	-0.284
O	9.71	9.979	24.434	-0.336	0.068	0.239
O	7.987	16.314	33.141	0.554	0.128	-0.169
O	6.202	5.696	1.551	0.37	0.154	0.048
O	12.571	2.51	26.483	-0.278	-0.033	0.322
O	0.075	8.669	0.708	0.16	-0.035	-0.009
O	6.566	3.174	33.111	0.789	-0.179	-0.326
O	17.347	4.306	31.875	-0.216	-0.176	-0.104
O	5.715	8.807	28.301	0.079	0.103	0.571
O	11.058	14.969	27.002	0.654	0.022	0.132
O	7.674	5.083	25.441	0.129	0.052	0.284
O	13.352	16.443	25.575	-0.033	-0.249	0.154
O	11.409	4.463	27.947	0.14	0.312	0.195
O	8.097	2.441	25.112	0.274	-0.16	-0.049
O	18.446	16.355	28.488	0.259	0.054	0.563
O	15.304	9.911	24.761	-0.145	0.311	0.212
O	14.38	8.351	31.199	0.511	-0.166	-0.122
O	18.386	3.415	28.118	-0.083	-0.438	0.49
O	13.6	14.663	28.446	-0.603	-0.142	-0.059
O	14.125	7.924	25.993	0.026	-0.235	-0.008
O	7.457	13.089	29.717	-0.405	-0.202	0.008
O	17.11	12.667	26.145	-0.424	0.397	0.018
O	4.09	1.575	30.46	-0.25	-0.077	-0.267
O	14.284	2.291	31.31	0.526	-0.095	-0.311
O	17.636	15.427	33.233	0.008	-0.043	0.039
O	14.925	10.009	27.414	0.438	0.225	-0.06
O	10.046	10.63	32.816	0.111	0.444	-0.161
O	14.152	10.683	30.003	0.421	0.323	-0.053
O	14.712	10.596	32.577	-0.016	-0.513	0.278
O	15.748	16.717	24.614	-0.171	0.583	-0.379
O	14.817	3.66	24.573	0.142	-0.326	0.444
O	3.411	7.649	29.134	0.059	-0.511	-0.289
O	8.076	0.972	28.205	0.256	0.264	-0.068
O	9.073	3.692	27.185	-0.309	-0.314	0.339
O	18.597	11.691	30.706	0.299	0.204	-0.146
O	16.651	4.756	29.327	-0.291	-0.057	0.002
O	13.134	6.688	29.531	-0.146	-0.582	-0.092
O	4.49	6.881	0.043	-0.076	-0.144	-0.289
O	11.388	12.782	28.518	0.103	-0.361	0.324
O	13.979	3.378	1.276	0.037	0.212	0.221
O	13.821	12.953	32.06	-0.552	-0.38	-0.381
O	9.685	14.402	0.026	-0.026	0.38	-0.249
O	10.18	15.055	29.381	0.062	0.611	-0.306
O	6.519	11.906	24.602	-0.476	-0.159	0.09
O	9.135	2.039	30.397	-0.068	0.269	0.009
O	17.811	0.971	26.135	-0.458	0.418	0.481
O	7.252	4.915	31.255	-0.045	-0.025	0.027
O	14.254	15.284	30.941	0.595	0.091	0.06
O	4.141	4.124	2.268	-0.12	0.143	-0.677
O	5.634	11.53	1.216	0.099	0.1	-0.33
O	3.426	15.591	31.708	0.294	-0.365	-0.201
O	5.622	16.726	32.223	0.246	0.299	0.264
O	15.297	12.741	28.007	-0.17	-0.296	0.186
O	15.097	10.915	0.048	0.103	0.144	0.102
O	4.895	3.928	31.241	-0.609	0.144	0.186
O	11.738	2.27	30.556	-0.072	0.246	0.036
O	16.123	3.812	26.879	0.049	-0.702	-0.06
O	17.739	9.22	29.949	-0.501	-0.037	0.276
O	13.489	0.798	29.269	-0.039	-0.124	-0.255
O	14.393	4.126	33.18	0.773	0.094	-0.002
O	3.268	8.505	31.561	0.226	0.095	-0.247
O	8.354	8.593	28.038	0.368	0.352	0.245
O	12.301	9.79	31.826	-0.169	-0.072	-0.461
O	7.566	16.284	30.531	0.203	-0.362	-0.333

Results
total energy: -98144.416 eV
total energy less fixed offsets of O -438.35, Si -107.03 eV per atom: 1.984 eV
